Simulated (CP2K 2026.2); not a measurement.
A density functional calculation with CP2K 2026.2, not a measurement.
Periodic cell of 432 atoms, Si324O108, from a study of silicon, its oxide and their interface. The atomic structure is a simulated model.
Doubt: the forces sum to 3.49 eV/angstrom along one axis rather than to zero, so they err by at least 0.0081 eV/angstrom per atom on average; the grid cutoff is modest.

Settings: functional PBE; method Gaussian and plane waves; basis set DZVP-MOLOPT-SR-GTH; pseudopotentials GTH-PBE; grid cutoff 300 Ry, relative cutoff 40 Ry; k points Gamma only; occupations fixed; spin none; net charge 0.

Cell vectors (angstrom)
a	16.32	0	0
b	0	16.32	0
c	-5.4864	2.6581	29.4978

Atoms: element, x, y, z (angstrom)
Si	1.5084	-1.5281	0.0677
Si	4.4173	1.0543	0.0912
Si	1.0695	4.1771	-0.052
Si	4.3347	6.4444	0.1337
Si	1.172	-6.5088	-0.0916
Si	3.7697	-3.7064	0.1548
Si	6.5747	-1.2728	0.2251
Si	9.6747	0.9807	0.0187
Si	6.6221	4.288	0.0998
Si	9.4161	7.1468	0.0709
Si	7.0263	9.1914	-0.0642
Si	-6.5554	-4.2252	0.2017
Si	-4.3698	-1.0782	0.4016
Si	-1.7303	1.5033	-0.0078
Si	-3.8962	3.762	0.0062
Si	-1.0449	6.5364	-0.0012
Si	-4.2964	-6.4218	-0.0412
Si	-0.9935	-4.2079	0.0494
Si	2.6941	0.0506	1.3334
Si	5.4983	2.6812	1.3954
Si	2.6924	5.2927	1.3116
Si	5.4608	8.117	1.3331
Si	2.698	-5.4177	1.3318
Si	5.368	-2.7341	1.5361
Si	8.1607	-0.0741	1.4523
Si	-5.4932	2.6433	1.3106
Si	8.2366	5.4868	1.3119
Si	-5.3559	8.2804	1.3535
Si	8.0834	10.8733	1.2899
Si	-5.443	-2.7415	1.5952
Si	-2.7813	0.1078	1.5575
Si	-0.1023	2.6641	1.2929
Si	-2.7168	5.4107	1.2471
Si	0.0719	8.1688	1.2597
Si	-2.6684	-5.3578	1.2869
Si	0.0425	-2.6872	1.4601
Si	1.3172	1.3812	2.6789
Si	4.0604	4.0001	2.722
Si	1.4084	6.7878	2.6457
Si	4.0895	9.5172	2.652
Si	1.3809	-4.083	2.7855
Si	4.0264	-1.2925	2.7936
Si	6.8543	1.3624	2.7759
Si	9.5398	4.0804	2.6632
Si	6.8384	6.7927	2.718
Si	9.5265	9.5891	2.7052
Si	6.7653	12.174	2.7499
Si	-6.8546	-1.4043	2.8706
Si	-4.1613	1.4314	2.8521
Si	-1.3923	4.0774	2.6888
Si	-4.0476	6.8014	2.6312
Si	-1.3548	-6.8186	2.6291
Si	-3.9744	-4.0744	2.7991
Si	-1.3671	-1.3308	2.761
Si	0.0093	0.0173	4.0892
Si	2.6863	2.6955	4.0857
Si	0.0048	5.4511	4.0179
Si	2.7449	8.145	4.0286
Si	-0.0171	-5.4696	4.0606
Si	2.7164	-2.7032	4.1399
Si	5.4386	0.0298	4.1199
Si	8.1966	2.7521	4.0913
Si	5.4383	5.4197	4.0424
Si	8.1899	8.1772	4.0653
Si	5.4146	10.8358	4.0922
Si	8.0969	-2.7765	4.1508
Si	-5.4722	-0.0044	4.167
Si	-2.7428	2.7826	4.1286
Si	-5.416	5.452	4.0178
Si	-2.7007	8.1487	4.0224
Si	-5.4173	-5.4221	4.0936
Si	-2.6748	-2.6972	4.1504
Si	1.3784	-1.3249	16.2817
Si	4.1306	1.4103	16.314
Si	1.3656	4.0772	16.3245
Si	4.0862	6.8058	16.3032
Si	1.3405	-6.8265	16.3711
Si	4.0426	-4.1286	16.256
Si	6.7763	-1.3885	16.3
Si	-6.8017	1.3482	16.3287
Si	6.8118	4.0847	16.3971
Si	-6.8506	6.781	16.3467
Si	6.8284	9.5372	16.3169
Si	-6.7896	-4.0335	16.2746
Si	-4.0792	-1.3434	16.3612
Si	-1.3748	1.3292	16.3236
Si	-4.0717	4.0772	16.3529
Si	-1.3291	6.8257	16.3093
Si	-4.1078	9.4828	16.2738
Si	-1.3603	-4.0865	16.2525
Si	2.7746	0.0455	17.6231
Si	5.4534	2.7345	17.7715
Si	2.7083	5.4773	17.6689
Si	5.4787	8.1457	17.6485
Si	2.7157	-5.444	17.6842
Si	5.3877	-2.7955	17.6003
Si	8.1282	-0.0247	17.6581
Si	-5.4257	2.6821	17.7061
Si	8.1647	5.4301	17.797
Si	-5.5221	8.1879	17.6578
Si	8.1749	10.9707	17.641
Si	-5.447	-2.7239	17.6929
Si	-2.7231	0.0109	17.7518
Si	0.0137	2.6671	17.6526
Si	-2.6802	5.4857	17.654
Si	-0.0176	-8.1853	17.7743
Si	-2.6877	-5.51	17.5716
Si	-0.0194	-2.6876	17.5831
Si	1.4726	1.4045	19.0266
Si	4.1032	4.1958	19.0594
Si	1.341	6.7454	19.1307
Si	4.0977	-6.8354	18.9905
Si	1.2963	-4.0561	18.9468
Si	4.0575	-1.421	18.9247
Si	6.7852	1.2943	19.1027
Si	-6.7783	4.0093	19.1125
Si	6.8332	6.8702	19.1295
Si	-6.77	9.6887	19.0265
Si	6.7296	-4.0939	19.0167
Si	9.4622	-1.3925	19.0429
Si	-4.094	1.3442	19.1487
Si	-1.3457	4.0457	18.9723
Si	-4.1392	6.8142	18.9551
Si	-1.4306	-6.8186	19.0892
Si	-3.9962	-4.1288	18.9002
Si	-1.2998	-1.3437	19.0452
Si	0.3344	-0.1778	20.296
Si	2.5832	3.0246	20.3804
Si	0.2052	5.0697	20.3882
Si	2.9513	7.9604	20.3413
Si	-0.2504	-5.179	20.2957
Si	2.4256	-2.4764	20.2384
Si	5.586	-0.3578	20.3148
Si	8.4291	2.3719	20.4074
Si	5.1963	5.7825	20.4402
Si	7.9975	8.5585	20.3246
Si	5.6339	-5.7115	20.3497
Si	7.8384	-2.5163	20.3348
Si	-5.7051	0.1259	20.399
Si	-2.9117	3.0031	20.3668
Si	-5.1516	5.2007	20.3262
Si	-3.1131	-7.9396	20.3459
Si	-5.1264	-5.535	20.3752
Si	-2.4508	-3.0136	20.2263
Si	1.6653	-7.5292	-3.021
Si	4.3114	-3.9523	-2.8208
Si	4.3368	1.4119	22.5039
Si	6.6952	5.4387	23.1389
Si	1.1015	2.7505	-2.8649
Si	0.9337	-7.1641	22.2637
Si	7.8185	-5.8821	24.272
Si	-0.0649	-0.0202	-2.2409
Si	7.8407	4.056	-2.7163
Si	-7.9686	-7.561	-4.3654
Si	-5.6555	5.3822	-2.0777
Si	1.7305	-4.8188	-4.1587
Si	-3.628	-5.3924	-2.6479
Si	7.1804	2.6484	23.2417
Si	8.1205	-1.2553	-4.4115
Si	-3.7499	-1.1904	22.3013
Si	-1.1058	-4.6846	-4.4561
Si	3.6949	3.7463	-4.1046
Si	5.0066	-1.2687	-4.2863
Si	3.7832	6.6428	-2.8404
Si	-1.8208	-1.713	-4.2865
Si	-1.0661	7.3559	-2.9291
Si	4.9881	1.3435	-2.7669
Si	-1.5877	1.0755	22.3203
Si	-1.2447	6.9574	22.2884
Si	6.5537	6.4978	-4.0612
Si	-6.8743	6.778	22.4125
Si	-6.8065	-4.0378	22.5656
Si	6.5373	-5.6883	-2.7355
Si	3.8857	-4.1426	22.5046
Si	-1.0557	4.5654	-4.0935
Si	-3.9635	5.0913	-4.5557
Si	-2.9087	-2.7901	-1.7473
Si	8.0454	-3.021	-1.9404
Si	8.0956	1.2698	-2.7681
Si	-5.3643	-6.5215	-4.7049
Si	1.3444	-1.3487	5.4737
Si	4.0611	1.3679	5.463
Si	1.3449	4.0941	5.415
Si	4.0928	6.7922	5.4088
Si	1.3665	9.4972	5.402
Si	4.0831	12.2307	5.4546
Si	6.7629	-1.3696	5.4767
Si	9.5086	1.3826	5.4886
Si	6.7973	4.0859	5.4299
Si	9.5393	6.7977	5.4059
Si	6.8043	9.4993	5.4395
Si	-6.7922	12.2302	5.47
Si	-4.0746	-1.3566	5.4843
Si	-1.3649	1.3825	5.4377
Si	-4.0894	4.1374	5.4624
Si	-1.3471	6.8025	5.4026
Si	-4.0706	-6.8256	5.4135
Si	-1.3348	-4.1002	5.4637
Si	2.7155	0.0022	6.8258
Si	5.4346	2.7331	6.8016
Si	2.7194	5.4438	6.7755
Si	5.4424	8.1429	6.7931
Si	2.7098	10.864	6.7867
Si	5.4242	-2.7332	6.8348
Si	8.1393	0.0033	6.8182
Si	10.8845	2.7478	6.8175
Si	8.1669	5.4488	6.7781
Si	-5.4279	8.1456	6.7876
Si	-8.1592	10.8621	6.809
Si	10.8767	-2.7201	6.8265
Si	-2.7096	0.0173	6.8145
Si	-0.0024	2.7366	6.7974
Si	-2.708	5.4736	6.8041
Si	0.008	8.1519	6.7781
Si	-2.7239	-5.4577	6.7924
Si	0.0029	-2.7255	6.8252
Si	1.3545	1.3745	8.1675
Si	4.074	4.091	8.1544
Si	1.3611	6.7964	8.1463
Si	4.0783	9.5104	8.1466
Si	1.3672	-4.0907	8.1659
Si	4.0686	-1.3636	8.1838
Si	6.7844	1.3674	8.1704
Si	9.513	4.0969	8.1638
Si	6.8071	6.7941	8.1536
Si	-6.7933	9.5011	8.1569
Si	6.8056	-4.0896	8.1705
Si	9.5132	-1.3518	8.1718
Si	-4.0746	1.3768	8.1666
Si	-1.3617	4.0916	8.1596
Si	-4.0741	6.8103	8.1711
Si	-1.3552	-6.8117	8.1488
Si	-4.0787	-4.0938	8.1626
Si	-1.3609	-1.3573	8.171
Si	-0.001	0.0064	9.527
Si	2.7202	2.7308	9.5234
Si	0.0038	5.4439	9.5185
Si	2.7188	8.1552	9.5086
Si	-0.0022	-5.4494	9.5136
Si	2.7129	-2.7267	9.5343
Si	5.4336	0.0034	9.5316
Si	8.1561	2.7295	9.5192
Si	5.444	5.4381	9.5143
Si	-8.1578	8.1503	9.5205
Si	5.4369	-5.4514	9.516
Si	8.1585	-2.7199	9.5271
Si	-5.44	0.0128	9.5192
Si	-2.7169	2.7307	9.5269
Si	-5.4393	5.4453	9.5251
Si	-2.7133	8.1634	9.5278
Si	-5.4399	-5.4522	9.5208
Si	-2.725	-2.7215	9.5184
Si	1.3528	-1.3597	10.8881
Si	4.0758	1.3667	10.8859
Si	1.3625	4.0892	10.8856
Si	4.0798	6.7966	10.8668
Si	1.3595	9.5122	10.8728
Si	4.0855	-4.0838	10.8779
Si	6.8033	-1.3529	10.8858
Si	9.5227	1.3754	10.8775
Si	6.7998	4.0825	10.8846
Si	-6.7998	6.798	10.8887
Si	-9.5254	9.5073	10.8775
Si	9.5175	-4.0879	10.8761
Si	-4.0832	-1.3546	10.8744
Si	-1.3588	1.3682	10.8869
Si	-4.0848	4.0796	10.8866
Si	-1.3601	6.7945	10.8845
Si	-4.0766	9.518	10.8886
Si	-1.3624	-4.0844	10.8697
Si	2.7134	0.0067	12.242
Si	5.4447	2.7204	12.2443
Si	2.731	5.4458	12.2413
Si	5.4327	8.1438	12.2365
Si	2.724	10.8741	12.2277
Si	5.4411	-2.7167	12.2361
Si	8.1672	0.018	12.2363
Si	10.875	2.7255	12.2546
Si	8.1607	5.438	12.2505
Si	-5.4349	8.1523	12.2471
Si	-8.1635	10.8684	12.2322
Si	10.8736	-2.7168	12.2268
Si	-2.7261	0.0069	12.2382
Si	0.0021	2.7309	12.2457
Si	-2.7223	5.431	12.2454
Si	0.0027	8.1536	12.2382
Si	-2.7179	-5.4338	12.2404
Si	-0.0111	-2.7288	12.2362
Si	1.361	1.373	13.6054
Si	4.0924	4.0849	13.6009
Si	1.3681	6.8007	13.6012
Si	4.0716	9.506	13.5894
Si	1.3604	-4.0903	13.5831
Si	4.0837	-1.3489	13.593
Si	6.8148	1.3735	13.609
Si	9.5165	4.0839	13.6233
Si	6.7887	6.7887	13.6069
Si	-6.8053	9.5089	13.5971
Si	6.799	-4.0853	13.5865
Si	9.5281	-1.3442	13.5862
Si	-4.08	1.3642	13.61
Si	-1.3602	4.0811	13.6139
Si	-4.0864	6.7779	13.6092
Si	-1.3578	9.5175	13.5916
Si	-4.0902	-4.0716	13.5878
Si	-1.3734	-1.365	13.5902
Si	-0.0128	0.0007	14.9384
Si	2.7336	2.7352	14.9609
Si	0.0133	5.4413	14.9627
Si	2.7112	8.1659	14.9719
Si	0.0195	-5.4613	14.9527
Si	2.7137	-2.7165	14.9308
Si	5.45	0.0122	14.9546
Si	8.1596	2.733	14.9971
Si	5.4508	5.4208	14.9872
Si	8.1495	8.1484	14.9581
Si	5.4447	10.8556	14.9356
Si	8.1572	-2.7019	14.9238
Si	-5.4348	-0.0006	14.9713
Si	-2.7206	2.7208	14.9776
Si	-5.4483	5.4356	14.9986
Si	-2.7175	8.1462	14.9395
Si	-5.4471	-5.4371	14.9408
Si	-2.7461	-2.709	14.9571
O	4.6766	0.1333	21.577
O	-7.3382	1.342	-1.4112
O	-2.6247	7.4827	21.6277
O	0.8	-1.0176	-1.3062
O	-1.223	0.6771	-1.3271
O	6.7302	-1.413	20.8528
O	-5.7387	5.9414	21.6458
O	-3.2984	-2.5106	21.5139
O	-0.2088	0.6052	21.623
O	0.0438	5.3915	-0.4549
O	-2.791	2.6572	-0.5186
O	7.2615	-4.4041	-2.0969
O	-1.4598	-3.3436	-1.271
O	-6.7883	1.253	20.8873
O	3.6906	6.9493	-1.2626
O	6.1065	6.6032	24.0964
O	-1.3452	-4.0753	20.8052
O	5.4982	5.391	-0.3268
O	4.0645	6.886	20.8672
O	-4.1479	-6.7675	20.8859
O	1.8757	-7.0154	-1.4834
O	-7.8759	-3.247	21.6532
O	5.738	5.1887	21.8588
O	-7.0783	4.7412	-2.3981
O	4.1016	1.5877	-1.423
O	-2.3629	7.8098	-3.7552
O	-0.3167	3.3371	-3.3726
O	-2.1299	2.4702	21.7056
O	-5.1724	-0.65	21.7453
O	3.4693	2.4789	21.641
O	3.0354	-3.1945	21.5518
O	3.6498	5.076	-3.1887
O	7.7991	2.9694	21.7792
O	7.4086	-6.3378	-3.9161
O	-2.9211	-2.1112	-3.1898
O	0.041	-5.3736	-0.4669
O	-6.4637	-7.3364	-3.8461
O	6.3338	-6.7017	-1.4836
O	6.8594	4.0613	23.962
O	6.8135	-6.7422	20.8695
O	5.4335	-0.192	-0.1928
O	-8.1544	5.8378	22.6278
O	0.2434	-4.6637	-3.572
O	2.5548	7.5047	-3.4265
O	2.6477	-2.6231	-0.3471
O	-3.4399	-1.689	-0.7546
O	4.4787	-4.1604	-1.2292
O	6.5464	-1.0927	-4.7293
O	0.094	-7.8737	-3.1421
O	-5.9689	6.6864	-1.1889
O	-3.6987	-6.6295	-1.58
O	-6.3876	-3.0083	23.7527
O	2.2484	3.0434	-3.9608
O	-6.2468	7.2464	23.8174
O	-7.4498	-5.3862	23.169
O	-5.6043	-5.4633	-0.2604
O	7.8239	7.4062	-3.685
O	4.4341	0.0541	-3.5634
O	7.1427	3.6589	-1.3071
O	5.1519	-5.2032	-3.4235
O	0.9266	1.1519	-2.7421
O	-1.5447	7.2299	-1.3898
O	-1.385	1.1685	23.9019
O	5.2189	7.1209	-3.4087
O	-4.6806	4.3641	-1.2885
O	-4.0001	4.1417	20.8381
O	7.3421	-7.3887	23.9392
O	-1.3377	-3.1359	-4.9175
O	4.8371	2.6979	-3.6372
O	-2.6891	-0.0352	21.9823
O	-0.1508	8.0494	21.8388
O	-8.0903	8.1451	-0.4634
O	-4.7882	-5.3868	-3.7519
O	-7.6668	0.1293	-3.7599
O	-3.8798	-4.0643	-1.7656
O	-3.7569	-1.5461	23.8556
O	-0.5055	5.9419	-3.465
O	-1.4702	6.8206	23.8696
O	7.1701	-1.9167	-1.1485
O	6.8507	5.002	-3.5577
O	0.4912	-5.7485	21.6327
O	6.5358	1.0261	-2.4181
O	-7.3845	8.0491	21.5601
O	3.4224	1.0096	23.7522
O	-0.6794	5.5636	21.6821
O	-2.6543	4.4408	-3.8484
O	-7.912	-2.4577	-3.3874
O	0.9131	-7.1259	23.8502
O	-5.4648	-0.1008	-0.3222
O	1.3952	-1.3265	20.7918
O	-2.2447	-5.2941	-3.4792
O	1.5118	3.4388	-1.445
O	2.3677	-7.6096	21.6723
O	-8.0508	1.8076	24.0753
O	5.7592	1.9226	23.0548
O	4.7885	-3.209	23.4801
O	4.8486	-5.1191	21.6507
O	2.7715	-3.9969	-3.2595
O	2.9123	-4.9932	23.5002
O	-6.9331	-3.336	-1.1106
O	2.0921	-6.3908	-4.0871
O	6.5905	-4.8697	24.2704
O	-0.6767	-0.8363	-3.5138
O	-4.93	5.7604	-3.4601
O	4.9199	-2.5394	-3.296
O	1.3643	4.0105	20.9116
O	-8.1593	2.6978	-3.5219
O	-5.5938	-4.5958	21.6407

Results
total energy: -82023.035 eV
total energy less fixed offsets of O -438.25, Si -107.07 eV per atom: -1.355 eV

Forces (eV/angstrom), in the order of the atoms: element, x, y, z
Si	-0.0961	0.2507	0.7302
Si	-0.2599	0.2453	0.7035
Si	0.2019	-0.1722	0.6851
Si	-0.1335	0.144	0.761
Si	0.1093	-0.2487	0.7012
Si	0.0925	-0.1872	0.7572
Si	0.2484	-0.1818	0.7505
Si	-0.1497	0.2572	0.6998
Si	0.2301	-0.1673	0.7399
Si	0.0269	-0.235	0.7108
Si	-0.143	0.2795	0.7177
Si	-0.2766	0.0951	0.6621
Si	-0.0834	-0.0969	0.7218
Si	0.2002	-0.0785	0.7362
Si	-0.0756	0.1416	0.7547
Si	-0.1942	0.0959	0.7294
Si	0.3018	-0.317	0.6258
Si	-0.2333	0.0536	0.6967
Si	0.0203	-0.0139	-0.0513
Si	0.0245	-0.0018	-0.0511
Si	-0.0104	-0.0053	-0.0272
Si	0.0017	-0.0004	-0.0696
Si	-0.0182	0.0199	-0.07
Si	-0.0096	-0.0115	-0.0607
Si	-0.0141	-0.0108	-0.0543
Si	0.0053	-0.0201	-0.0552
Si	-0.0073	0.0207	-0.0607
Si	0.0074	0.0095	-0.0336
Si	0.0001	-0.0256	-0.0573
Si	0.0031	-0.0091	-0.0105
Si	0.0124	0.0098	-0.0372
Si	-0.026	-0.0021	-0.0584
Si	-0.0239	-0.013	-0.0625
Si	-0.0049	0.0388	-0.035
Si	0.0135	0.0131	-0.0397
Si	0.0118	0.0026	-0.0372
Si	0.0009	0.0042	0.0007
Si	0.0197	0.0135	0.0204
Si	-0.0084	-0.0218	0.0103
Si	-0.0087	-0.0075	0.0031
Si	0.0256	0.0022	0.0494
Si	-0.0162	0.0045	0.0461
Si	0.0001	-0.0008	0.0437
Si	0.0053	-0.01	0.017
Si	0.0166	0.0141	0.0403
Si	-0.0173	-0.0019	0.0227
Si	0.0278	0.0193	0.0113
Si	-0.003	0.0199	0.0231
Si	-0.0337	0.0085	0.0504
Si	-0.0168	-0.0047	0.036
Si	0.0028	-0.0138	0.0004
Si	0.0154	0.0064	0.004
Si	0.012	-0.0039	0.0154
Si	-0.0147	-0.016	0.0081
Si	0.0063	0.0152	-0.0031
Si	0.0036	-0.0114	0.0131
Si	-0.0045	-0.0133	-0.0244
Si	0.0037	-0.0008	-0.0019
Si	-0.0061	0.0107	-0.0131
Si	0.0059	-0.0216	-0.0063
Si	-0.0035	-0.0032	-0.0059
Si	0.0087	-0.0283	0.0041
Si	0.0122	-0.0072	-0.0137
Si	0.0008	0.0015	-0.0231
Si	-0.0163	0.0004	0.0154
Si	-0.0013	-0.0096	0.0019
Si	0.019	-0.0057	-0.0112
Si	0.0064	0.01	-0.0099
Si	0.0053	-0.0023	0.0025
Si	-0.005	0.0281	-0.0053
Si	-0.0207	0.0163	-0.0043
Si	-0.0175	-0.0068	0.0317
Si	0.0002	-0.0071	0.0199
Si	0.0121	-0.0066	-0.0099
Si	0.0004	0.0109	0.0211
Si	-0.0007	0.0085	0.0146
Si	-0.0174	-0.0116	0.0102
Si	0.0106	0.0107	-0.0136
Si	0.0125	0.0161	0.0119
Si	-0.015	-0.0009	0.0198
Si	-0.0018	0.0098	0.0063
Si	-0.0124	0.0092	-0.0024
Si	-0.0134	-0.0007	0.0104
Si	-0.0071	-0.0111	-0.0045
Si	0.0082	-0.0025	0.0108
Si	0.0133	-0.0107	0.0027
Si	-0.0023	-0.0043	0.0265
Si	0.0026	0.0104	-0.0033
Si	0.0089	-0.003	0.0171
Si	0.0013	-0.0021	0.0157
Si	-0.0171	-0.0069	-0.0303
Si	-0.0105	-0.0109	0.0044
Si	0.0164	-0.0035	-0.0266
Si	0.0085	-0.0129	-0.0258
Si	-0.0033	-0.0059	-0.0014
Si	0.009	-0.0065	-0.0391
Si	0.0014	0.0114	-0.0179
Si	-0.0112	-0.0028	-0.0306
Si	0.0132	0.0129	-0.0061
Si	-0.001	0.0275	-0.0018
Si	-0.0142	0.0035	-0.0247
Si	-0.0017	0.0128	0.006
Si	0.0031	0.0077	-0.0083
Si	0.0081	-0.0082	-0.0058
Si	-0.0075	-0.0133	0.0032
Si	0.0012	0.0014	-0.0134
Si	0.01	0.0127	-0.0279
Si	-0.0081	-0.0036	-0.0308
Si	0.0131	0.0353	0.0399
Si	0.005	0.0065	0.0589
Si	-0.018	0.0015	0.0428
Si	0.0095	-0.0178	0.052
Si	-0.005	0.003	0.059
Si	-0.0238	-0.0008	0.0457
Si	0.0138	-0.0241	0.0572
Si	-0.0117	0.0012	0.0651
Si	-0.018	0.0174	0.0572
Si	0.0422	0.0062	0.0099
Si	-0.0027	-0.0243	0.0419
Si	-0.011	-0.0063	0.0425
Si	0.0201	-0.0111	0.0477
Si	-0.0129	0.0041	0.0258
Si	-0.0054	-0.0195	0.03
Si	0.0009	-0.0186	0.0483
Si	0.0005	0.0079	0.0608
Si	0.0026	0.0016	0.0355
Si	-0.1946	0.0845	-0.6946
Si	0.0408	-0.1695	-0.7113
Si	-0.0002	0.2056	-0.6597
Si	-0.2188	0.0976	-0.7453
Si	0.0999	-0.2122	-0.7531
Si	0.123	-0.1151	-0.7967
Si	-0.0079	0.2152	-0.7106
Si	-0.1564	0.1154	-0.7395
Si	0.2257	-0.1329	-0.7738
Si	-0.011	-0.1557	-0.6647
Si	-0.0934	0.1691	-0.75
Si	0.1511	-0.0986	-0.7456
Si	0.2073	-0.0932	-0.7283
Si	0.0579	-0.2435	-0.7126
Si	-0.1723	0.0485	-0.7574
Si	0.2097	-0.0002	-0.6586
Si	-0.2062	0.0131	-0.6711
Si	-0.0019	0.2203	-0.7666
Si	-0.0115	-0.0041	0.2019
Si	-0.0146	-0.0091	0.0358
Si	0.0358	0.1049	-0.1764
Si	-0.0817	0.0974	-0.0966
Si	-0.0255	0.1223	0.1258
Si	0.0638	0.0304	-0.0649
Si	0.0376	-0.0184	0.0155
Si	-0.1349	0.0324	0.0898
Si	-0.0296	0.0798	0.0877
Si	-0.0309	-0.0105	-0.0988
Si	0.0801	-0.0563	0.1545
Si	0.0872	0.0065	-0.0836
Si	0.0753	-0.145	0.1663
Si	0.0249	-0.1092	-0.0726
Si	-0.0591	0.076	0.0518
Si	-0.0519	0.0153	-0.0473
Si	-0.1934	-0.0848	-0.1165
Si	0.0124	0.0058	-0.0266
Si	0.0387	-0.0441	0.0214
Si	0.0305	-0.0265	0.0257
Si	0.1041	0.0596	0.0513
Si	0.034	-0.0677	0.066
Si	0.0133	0.0197	0.082
Si	0.103	0.07	-0.0502
Si	-0.0259	-0.0825	-0.0242
Si	-0.0014	-0.0244	0.0049
Si	-0.0088	0.0104	-0.0732
Si	0.0146	0.0937	-0.0742
Si	0.0567	-0.0995	0.0752
Si	-0.0083	-0.0564	-0.1346
Si	-0.0231	-0.0031	-0.0082
Si	0.0176	-0.0091	0.0481
Si	0.0869	-0.0953	0.0813
Si	-0.0223	0.0583	0.1383
Si	0.0171	-0.1051	0.1004
Si	-0.0145	0.0187	0.006
Si	0.0096	-0.0015	0.0057
Si	-0.0011	-0.0034	0.021
Si	0.0006	0.0145	0.0081
Si	0.0064	0.0071	0.0071
Si	0.0026	-0.0072	0.0088
Si	0.0094	0.0115	0.0171
Si	0.0022	0.0074	0.0095
Si	-0.0071	0.0113	0.0115
Si	-0.0015	0.0046	0.0091
Si	0.0043	-0.0115	-0.0002
Si	0.0105	0.0067	0.0095
Si	0.0193	0.003	0.0122
Si	-0.0058	-0.0004	0.018
Si	-0.0182	-0.0196	0.0041
Si	-0.0048	-0.0006	0.0169
Si	-0.0034	-0.0115	0.0037
Si	0.0098	-0.006	0.0048
Si	0.0111	0.0121	0.001
Si	0.008	-0.0059	0.0017
Si	-0.0094	-0.0071	-0.0023
Si	-0.0015	0.0004	-0.0006
Si	0.0119	-0.0119	-0.0002
Si	-0.0002	0.0092	-0.0051
Si	-0.0055	-0.0076	0.0053
Si	-0.0005	-0.0049	-0.0022
Si	0.011	-0.0017	0.0012
Si	0.0028	0.0032	-0.0032
Si	0.0015	-0.0022	0.0039
Si	-0.0002	0.0063	-0.0024
Si	-0.0045	0.0074	0.007
Si	-0.0052	-0.0069	0.0033
Si	0.0015	0.0012	-0.0062
Si	-0.0125	0.0093	0.0011
Si	-0.0013	-0.0018	-0.0087
Si	-0.0064	0.0052	-0.0029
Si	-0.0045	-0.0103	0.006
Si	0.0015	-0.0077	-0.0071
Si	0.0147	0.004	-0.0067
Si	-0.0031	0.0044	-0.008
Si	0.0013	0.0093	-0.0124
Si	0.0032	0.0043	-0.0008
Si	-0.0072	-0.0093	0.0019
Si	-0.0106	-0.0093	-0.0038
Si	-0.0001	-0.0051	-0.0077
Si	0.0009	-0.0011	-0.0002
Si	-0.0062	0.0012	-0.0047
Si	0.0066	0.0101	-0.0054
Si	0.014	0.0036	-0.0002
Si	0.0078	0.0026	-0.0015
Si	-0.0037	0.0027	-0.0019
Si	0.0084	-0.0025	0.0032
Si	0.0023	0.0001	-0.0107
Si	-0.0117	-0.0045	0.0007
Si	-0.0072	0.0023	-0.0065
Si	-0.0032	-0.0091	-0.0007
Si	-0.0006	0.0025	-0.0037
Si	0.0055	-0.0035	-0.0001
Si	-0.0018	-0.0031	-0.0021
Si	-0.0023	0.0073	-0.0031
Si	0.0091	-0.0021	0.0028
Si	-0.0038	-0.006	-0.0008
Si	0.0051	0.0044	-0.0067
Si	-0.0015	0.0029	-0.0024
Si	0.001	-0.0036	0.0009
Si	0.0053	0.0026	-0.002
Si	-0.004	-0.0015	-0.0011
Si	0.0002	0.0049	-0.002
Si	-0.005	-0.0064	-0.0022
Si	0.0057	-0.0007	0
Si	-0.0055	0.01	0.0017
Si	0.0024	0.0002	0.0006
Si	0.0021	0.0016	0.0006
Si	0.0028	-0.0065	0.0024
Si	0.0032	-0.0067	0.0016
Si	-0.0019	0.0008	0.0016
Si	0.0097	0.0042	-0.0027
Si	0.0018	0.0059	0.0017
Si	-0.0075	0.0057	0
Si	0.0002	0.0004	0.0043
Si	-0.0036	-0.0043	0.0015
Si	-0.006	-0.0046	0.0005
Si	0.0003	0.0001	0.0019
Si	0.0021	0.0012	0.0051
Si	0.006	0.0043	0.0006
Si	-0.0071	-0.0055	-0.0008
Si	-0.0001	0.0057	0.0002
Si	0.0038	-0.004	0.0022
Si	-0.004	0.0018	-0.0002
Si	0.0053	0.0009	0.0041
Si	-0.0026	0.0006	-0.0025
Si	-0.0065	-0.0073	0.0054
Si	-0.002	-0.0046	0.0075
Si	0.0052	0.0032	-0.0028
Si	-0.0148	-0.0125	0.0029
Si	0.0105	0.0098	0.0047
Si	0.0095	0.0036	0.006
Si	0.0122	0.0088	0.0032
Si	0.0049	0.0032	0.0013
Si	0.002	0.0053	0.0077
Si	0.0031	0.0032	0.007
Si	-0.0105	-0.0013	0.0058
Si	-0.0033	-0.0037	0.0039
Si	0.0046	-0.0069	0.003
Si	0.0078	-0.0033	0.0055
Si	-0.0068	-0.0028	0.0017
Si	0.0035	0.0034	0.0051
Si	-0.0008	0.0113	0.0012
Si	-0.0153	-0.0083	0.0009
Si	-0.0027	-0.0051	0
Si	0.0007	-0.0009	0.0004
Si	-0.0027	-0.0031	0.0026
Si	0.0007	0.0049	-0.0056
Si	0.0038	-0.0006	-0.0032
Si	0.0026	0.0039	0.0022
Si	-0.0007	-0.0016	0.0002
Si	-0.0041	0.0022	0.007
Si	-0.0054	0.0062	-0.0013
Si	0.0024	-0.0045	0.0002
Si	0.0043	0.0018	0.0043
Si	-0.0022	-0.0006	-0.0063
Si	-0.002	-0.0027	0.0062
Si	0.0022	0.0007	-0.0075
Si	0.0071	0.0031	-0.0051
Si	-0.0054	-0.0002	0.0017
Si	0.0019	0.0051	-0.0019
Si	0.0032	-0.0032	0.0044
Si	-0.0036	0.0018	-0.0126
Si	-0.0076	-0.0077	-0.0121
Si	0.0081	0.0055	-0.0113
Si	0.0074	0.0157	-0.0048
Si	0.011	0.0016	-0.0042
Si	-0.0122	0.004	-0.0099
Si	0.0007	-0.0073	-0.0115
Si	-0.0007	-0.0035	-0.0047
Si	0.0011	-0.0078	-0.0033
Si	-0.0007	-0.0004	-0.0121
Si	0.0041	-0.0028	-0.0115
Si	-0.0052	0.0066	-0.0125
Si	-0.0051	-0.0132	0.0011
Si	0.0063	0.0014	0.0004
Si	0.0125	0.0066	-0.001
Si	0	-0.001	-0.0114
Si	-0.0025	0.0021	-0.0094
Si	-0.0099	0.0071	-0.0039
O	0.0048	-0.3273	0.0789
O	-0.1382	0.0275	-0.0089
O	-0.3491	-0.1945	0.415
O	-0.265	-0.2567	-0.0668
O	-0.1229	0.0184	-0.1337
O	0.0697	0.3006	0.1743
O	-0.068	0.0123	0.5853
O	-0.044	-0.2722	0.2274
O	0.229	0.0294	0.4242
O	0.0557	0.136	-0.384
O	-0.0639	0.1529	-0.6744
O	0.0788	-0.0388	0.1057
O	0.2926	0.0422	-0.4428
O	-0.0119	-0.0276	0.61
O	-0.4262	0.4476	-0.3357
O	-0.4344	0.0722	-0.0184
O	0.0418	-0.1271	0.6454
O	0.0304	0.1501	-0.4484
O	0.0513	-0.051	0.3499
O	-0.074	0.0044	0.4138
O	0.6788	-0.1361	0.0429
O	-0.0901	0.1437	0.3019
O	-0.1667	-0.341	0.1275
O	-0.0649	0.3816	-0.0275
O	-0.5618	0.3464	-0.2588
O	-0.4617	0.3649	0.0331
O	-0.3178	-0.2745	0.04
O	0.1558	0.3999	0.2706
O	-0.1749	-0.3063	0.4393
O	0.213	0.3134	0.4321
O	0.1207	-0.1872	0.3908
O	0.02	-0.1658	0.2346
O	0.1713	0.3019	-0.0005
O	0.049	0.2586	-0.2851
O	-0.6472	0.1675	-0.327
O	-0.0476	-0.1684	-0.2872
O	0.3242	-0.1739	0.3204
O	-0.2824	-0.1259	-0.0889
O	0.223	0.0797	0.7603
O	0.0902	0.073	0.1621
O	0.0421	-0.1249	-0.1512
O	0.0758	-0.2346	-0.1814
O	-0.214	-0.0043	0.4017
O	-0.3251	-0.3244	-0.2243
O	-0.0442	-0.0405	-0.462
O	0.3433	0.0999	-0.0448
O	0.4068	-0.4852	0.0643
O	0.0394	0.2365	-0.2955
O	-0.0832	0.1616	-0.1767
O	0.6145	0.3958	-0.3184
O	0.2303	-0.5507	-0.191
O	0.0841	-0.0335	0.1495
O	-0.0742	-0.2026	-0.4364
O	0.4806	0.0572	-0.1643
O	0.0722	-0.3879	-0.2756
O	-0.0029	-0.1384	-0.4188
O	0.4983	-0.3034	0.4053
O	-0.4611	0.0094	-0.1835
O	-0.1234	-0.2005	-0.0429
O	0.018	-0.2888	-0.334
O	0.4363	-0.2012	-0.2608
O	-0.6553	0.0833	0.0338
O	-0.1911	-0.1239	0.0675
O	0.1936	0.5556	-0.0221
O	0.1639	-0.2429	-0.3464
O	0.2315	0.0769	0.332
O	-0.1227	0.0148	-0.3367
O	-0.0212	-0.0377	-0.3278
O	0.3897	0.0682	-0.0811
O	-0.0668	0.027	-0.37
O	-0.233	-0.0884	-0.2055
O	0.2129	-0.3063	-0.3585
O	-0.3326	0.4273	-0.1744
O	0.6796	0.05	-0.3002
O	-0.3056	0.0852	0.4123
O	0.056	0.0125	0.1277
O	0.3678	-0.0495	-0.2195
O	0.1551	0.1524	0.0898
O	0.1004	0.1516	-0.1924
O	-0.3568	-0.1576	-0.3357
O	0.3309	0.2423	0.6945
O	-0.13	0.0254	0.43
O	0.4294	0.0398	0.2955
O	-0.0996	-0.3663	0.0348
O	-0.0959	-0.0862	0.0543
O	0.0242	-0.2003	0.1499
O	0.4593	-0.4171	-0.3391
O	-0.1333	0.2551	0.1533
O	-0.0077	-0.2059	-0.3774
O	-0.0269	0.1331	0.4453
O	0.1267	-0.3328	-0.3271
O	0.4508	-0.2368	-0.0631
O	0.333	0.2299	0.3423
O	0.2735	-0.0345	-0.2725
O	0.1517	-0.3536	0.1182
O	0.0932	0.4104	0.1903
O	0.179	-0.1342	0.5117
O	-0.2579	0.208	0.4811
O	-0.4934	-0.2627	-0.1501
O	0.1771	0.015	-0.1918
O	0.4468	-0.2574	-0.3583
O	-0.0905	-0.0871	-0.4084
O	0.1168	-0.1784	-0.1539
O	-0.0842	0.4281	-0.2264
O	0.1254	0.0617	0.1001
O	-0.0181	-0.1183	0.5161
O	0.3368	-0.0971	-0.499
O	0.4476	0.3903	0.4382
